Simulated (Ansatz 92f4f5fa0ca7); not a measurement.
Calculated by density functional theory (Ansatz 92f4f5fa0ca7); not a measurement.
Periodic cell of 375 atoms, Si241O134, from a study of silicon, its oxide and their interface. The atomic structure is a simulated model.
Doubt: the cutoff is far below the 930 eV that the study's wrapper takes by default for these files, so forces and energies are approximate.
This geometry differs little from another in the collection (a relaxation step or a small displacement).

Settings
functional: PBE
potential files: Ansatz PAW
basis: plane waves
wave-function cutoff: 580 eV
density cutoff ratio: 5
exchange-correlation grid ratio: 1
k mesh: 1 x 1 x 1, Gamma-centred
self-consistency stop: 5e-08 eV per atom in the density residual
occupations: fixed
spin: none
net charge: 0

Cell vectors (angstrom)
a, 11.6015, 0, 0
b, 0, 13.3963, 0
c, 0, 0, 41.9472

Atoms: element, x, y, z (angstrom)
Si, 0, 2.2327, 1.1851
Si, 3.8672, 2.2327, 1.1851
Si, 7.7343, 2.2327, 1.1851
Si, 1.9336, 5.5818, 1.1851
Si, 5.8008, 5.5818, 1.1851
Si, 9.6679, 5.5818, 1.1851
Si, 0, 8.9308, 1.1851
Si, 3.8672, 8.9308, 1.1851
Si, 7.7343, 8.9308, 1.1851
Si, 1.9336, 12.2799, 1.1851
Si, 5.8008, 12.2799, 1.1851
Si, 9.6679, 12.2799, 1.1851
Si, 1.9336, 1.1164, 1.9745
Si, 5.8008, 1.1164, 1.9745
Si, 9.6679, 1.1164, 1.9745
Si, 0, 4.4654, 1.9745
Si, 3.8672, 4.4654, 1.9745
Si, 7.7343, 4.4654, 1.9745
Si, 1.9336, 7.8145, 1.9745
Si, 5.8008, 7.8145, 1.9745
Si, 9.6679, 7.8145, 1.9745
Si, 0, 11.1635, 1.9745
Si, 3.8672, 11.1635, 1.9745
Si, 7.7343, 11.1635, 1.9745
Si, 1.9336, 1.1164, 4.3426
Si, 5.8008, 1.1164, 4.3426
Si, 9.6679, 1.1164, 4.3426
Si, 0, 4.4654, 4.3426
Si, 3.8672, 4.4654, 4.3426
Si, 7.7343, 4.4654, 4.3426
Si, 1.9336, 7.8145, 4.3426
Si, 5.8008, 7.8145, 4.3426
Si, 9.6679, 7.8145, 4.3426
Si, 0, 11.1635, 4.3426
Si, 3.8672, 11.1635, 4.3426
Si, 7.7343, 11.1635, 4.3426
Si, 0, 0, 37.6067
Si, 3.8672, 0, 37.6067
Si, 7.7343, 0, 37.6067
Si, 1.9336, 3.3491, 37.6067
Si, 5.8008, 3.3491, 37.6067
Si, 9.6679, 3.3491, 37.6067
Si, 0, 6.6981, 37.6067
Si, 3.8672, 6.6981, 37.6067
Si, 7.7343, 6.6981, 37.6067
Si, 1.9336, 10.0472, 37.6067
Si, 5.8008, 10.0472, 37.6067
Si, 9.6679, 10.0472, 37.6067
Si, 0, 0, 39.9748
Si, 3.8672, 0, 39.9748
Si, 7.7343, 0, 39.9748
Si, 1.9336, 3.3491, 39.9748
Si, 5.8008, 3.3491, 39.9748
Si, 9.6679, 3.3491, 39.9748
Si, 0, 6.6981, 39.9748
Si, 3.8672, 6.6981, 39.9748
Si, 7.7343, 6.6981, 39.9748
Si, 1.9336, 10.0472, 39.9748
Si, 5.8008, 10.0472, 39.9748
Si, 9.6679, 10.0472, 39.9748
Si, 0, 2.2327, 40.7642
Si, 3.8672, 2.2327, 40.7642
Si, 7.7343, 2.2327, 40.7642
Si, 1.9336, 5.5818, 40.7642
Si, 5.8008, 5.5818, 40.7642
Si, 9.6679, 5.5818, 40.7642
Si, 0, 8.9308, 40.7642
Si, 3.8672, 8.9308, 40.7642
Si, 7.7343, 8.9308, 40.7642
Si, 1.9336, 12.2799, 40.7642
Si, 5.8008, 12.2799, 40.7642
Si, 9.6679, 12.2799, 40.7642
Si, 2.0927, -5.9371, 30.5796
Si, 5.3796, -1.6088, 31.2069
Si, 12.0505, -3.3386, 25.1263
Si, 4.0327, 8.4613, 31.5303
Si, 2.6397, 3.2994, 30.463
Si, 13.4075, 9.7598, 20.3851
Si, -4.4864, 13.2325, 23.7362
Si, 7.0444, 2.9009, 23.2147
Si, 12.3691, 2.0676, 31.2754
Si, -3.613, 4.3883, 29.5434
Si, 4.2242, 15.3325, 31.5747
Si, 5.7559, 12.162, 33.5968
Si, -5.6744, -0.2763, 27.7546
Si, -1.0797, 0.1682, 28.2059
Si, 4.5205, 7.0701, 23.6643
Si, -2.9029, 6.6229, 25.3818
Si, 5.2496, 6.4068, 31.7568
Si, 15.2908, 3.2213, 16.6957
Si, -2.254, 6.6373, 31.3896
Si, 2.8471, 13.2936, 31.6375
Si, 11.5748, 8.8346, 33.6023
Si, 2.4616, 8.0817, 25.4995
Si, 1.5458, 17.56, 27.8228
Si, 7.2504, 7.8793, 31.5289
Si, 0.0138, 2.218, 33.5496
Si, 3.8223, 2.2597, 33.8592
Si, 6.9258, 0.0351, 30.5004
Si, 2.1051, 5.5331, 33.5934
Si, 10.5963, 10.1325, 29.0988
Si, 9.6487, 5.678, 33.5867
Si, -4.937, 15.5663, 31.5128
Si, 3.8338, 8.9801, 33.8037
Si, 7.6343, 8.8072, 33.7194
Si, 2.0264, 12.411, 33.698
Si, 5.7361, 8.8509, 27.9603
Si, 9.6259, 12.2648, 33.2343
Si, 1.8627, 1.177, 34.5917
Si, 5.7393, 1.016, 34.4958
Si, 9.6144, 1.0838, 34.2335
Si, 0.0378, 4.4943, 34.2631
Si, 3.8914, 4.4571, 34.6398
Si, 7.7303, 4.5167, 34.4216
Si, 1.924, 7.7599, 34.4432
Si, 5.7279, 7.8725, 34.6953
Si, 9.6377, 7.8354, 34.5382
Si, 0.0026, 11.1875, 34.1759
Si, 3.8449, 11.1944, 34.555
Si, 7.7562, 11.1243, 34.2776
Si, 1.9269, 1.1268, 36.8997
Si, 5.798, 1.0895, 36.8438
Si, 9.6614, 1.1086, 36.711
Si, 0.0035, 4.4752, 36.7228
Si, 3.8672, 4.4605, 36.934
Si, 7.7391, 4.4732, 36.802
Si, 1.9307, 7.8045, 36.8145
Si, 5.7951, 7.8276, 36.9689
Si, 9.6642, 7.8229, 36.8701
Si, -0.0017, 11.166, 36.6847
Si, 3.8679, 11.1596, 36.8812
Si, 7.7439, 11.1589, 36.7292
Si, -0.0025, 0.0039, 5.2085
Si, 3.8649, -0.0047, 5.1504
Si, 7.743, -0.0144, 5.1661
Si, 1.9262, 3.3923, 5.2181
Si, 5.7847, 3.3313, 5.1107
Si, 9.6664, 3.3604, 5.139
Si, -0.0246, 6.7078, 5.1637
Si, 3.9683, 6.6282, 5.2197
Si, 7.7273, 6.7313, 5.087
Si, 1.9302, 10.0539, 5.046
Si, 5.798, 10.0418, 5.0306
Si, 9.6738, 10.0625, 5.0945
Si, -0.0518, 0.0491, 7.6421
Si, 3.8112, -0.0009, 7.5348
Si, 7.7018, -0.0099, 7.5586
Si, 1.8264, 3.5033, 7.6591
Si, 5.6224, 3.4801, 7.4681
Si, 9.5663, 3.4264, 7.5081
Si, -0.3249, 6.7904, 7.5395
Si, 5.1356, 5.8928, 7.3815
Si, 7.3628, 6.8541, 7.4051
Si, 1.8057, 10.1681, 7.3488
Si, 5.724, 10.0943, 7.3301
Si, 9.6223, 10.1685, 7.4332
Si, -0.0828, 2.3328, 8.3537
Si, 3.7614, 2.2534, 8.3159
Si, 10.754, -1.9374, 13.8299
Si, 1.3468, 5.6709, 8.7822
Si, 3.3957, 6.9138, 8.5847
Si, 9.2297, 5.6707, 8.274
Si, -0.0607, 9.062, 8.2547
Si, 3.7377, 9.2305, 8.2325
Si, 7.6699, 9.1077, 8.1843
Si, 1.8934, 12.2785, 8.3528
Si, 5.8991, 11.3627, 10.4918
Si, 9.648, 12.2902, 8.5271
Si, -3.5103, 2.0441, 10.5166
Si, 3.7174, 1.9292, 10.6678
Si, 2.3019, 7.4604, 18.5153
Si, 1.6784, 2.0258, 14.3083
Si, 3.9791, 9.9502, 10.5025
Si, 7.4425, 7.713, 11.201
Si, -4.318, 5.4793, 19.007
Si, 5.7577, 12.2413, 8.2693
Si, 9.1296, 5.8774, 10.6404
Si, 3.6728, 12.5439, 16.466
Si, 7.8192, 9.9162, 10.4591
Si, 11.9005, 8.0423, 12.1054
Si, 4.5538, 4.672, 12.0056
Si, 0.2197, 3.9732, 12.3245
Si, 5.2044, -2.5396, 18.4756
Si, 4.2245, -2.0742, 21.3751
Si, -0.2926, 2.1942, 10.7244
Si, 9.4149, 3.5308, 14.0143
Si, 7.6111, 2.2894, 8.2115
Si, 6.3462, 13.3223, 14.9552
Si, 5.2014, 4.3891, 24.9028
Si, 5.4501, 7.7958, 18.1373
Si, 1.6686, 10.7269, 15.3903
Si, 10.2229, 8.6276, 14.7592
O, 11.9386, 23.2449, 21.0919
O, 27.1832, 4.2952, 20.3537
O, 22.2745, 41.9097, 27.773
O, -6.4312, 10.3509, 22.2754
O, 8.1431, 9.9537, 16.774
O, 11.3826, -18.5575, 15.8702
O, -5.952, 12.7604, 24.2823
O, 9.9225, 13.4934, 29.7343
O, -14.1658, 16.8165, 28.7593
O, -4.6212, 1.2922, 23.0425
O, -12.5915, 14.6885, 16.4147
O, 14.0859, 13.9881, 19.9663
O, 13.8274, -5.1881, 20.0139
O, 2.89, 20.0473, 14.7072
O, -19.469, 12.0605, 30.925
O, 5.1743, 2.5369, 16.9989
O, 14.0466, 3.1683, 28.7806
O, 0.6818, 25.9059, 18.2315
O, 18.8022, 14.4463, 18.1393
O, 22.1784, -8.9569, 13.3269
O, 34.5432, 22.7888, 30.3418
O, 20.0093, -18.64, 24.9054
O, -16.1595, 9.1573, 27.0138
O, 11.0846, -10.9126, 30.3113
Si, 11.5402, 21.5854, 17.5248
Si, 10.6558, 21.3998, 27.1012
Si, -3.177, 8.9756, 21.3735
Si, 20.0703, 13.5676, 18.7259
Si, 1.7244, 19.3277, 23.5532
Si, 6.2321, 5.8096, 27.2493
Si, -0.1226, 21.4579, 31.3347
Si, -3.2162, 12.2228, 26.2003
Si, 9.1122, 12.4009, 30.6953
Si, 12.578, 3.9105, 24.7097
Si, 11.0485, 14.5065, 14.8571
Si, 2.0886, 11.4791, 10.6325
Si, 14.6791, 15.6136, 23.8194
Si, -7.0856, -0.1324, 25.3425
Si, 22.3106, 1.8879, 17.919
Si, 15.3216, 0.933, 21.0226
Si, 7.5377, 8.6773, 15.9726
Si, 9.4829, 6.6373, 19.4338
Si, 2.8368, 8.158, 14.0533
Si, 4.1616, 5.6062, 14.8097
Si, -8.9958, 17.7976, 19.4343
Si, 0.24, 9.8422, 10.5013
Si, 6.1248, 13.3779, 11.7189
Si, 13.3594, 20.5676, 28.3018
Si, 8.5403, 3.7103, 16.9676
Si, 5.374, 16.815, 20.5646
Si, 12.5137, 10.9273, 17.7583
Si, 13.6488, 13.8344, 11.6691
Si, 19.1774, 22.8224, 25.4951
Si, -3.8602, -1.882, 16.9098
Si, 3.7739, -2.1877, 27.4198
Si, 8.5146, 11.8637, 21.2952
Si, -1.7156, 11.0912, 10.7381
Si, 5.8206, 9.0265, 23.0022
Si, 5.7952, 7.9092, 13.9038
Si, 3.0344, 32.2428, 31.3303
Si, 5.7358, 5.6662, 33.9108
Si, 10.5975, 16.3735, 28.8179
Si, 7.5887, 15.6528, 33.6713
Si, 5.829, 9.4799, 30.3395
Si, 23.8916, 11.3718, 27.815
Si, 23.3087, 18.4822, 21.1868
Si, 10.8549, 10.3565, 22.2139
Si, -3.9045, 17.4718, 11.6096
Si, 29.988, 2.0918, 16.9092
Si, 11.6841, 5.9248, 10.9591
Si, 1.6886, 13.8118, 18.5283
Si, -1.7533, 17.709, 23.5504
Si, 4.4294, 7.4554, 10.6048
O, -16.6338, -22.7069, 19.6114
O, 5.4989, 9.29, 18.7916
O, -6.4771, 4.8369, 26.4889
O, 21.4204, 14.4334, 18.9725
O, 2.4548, 36.0864, 15.1736
O, -20.8095, 21.4948, 27.119
O, 9.705, 1.8703, 10.7884
O, -10.1097, 42.7266, 23.9762
O, 14.805, -20.4044, 22.9402
O, -9.3287, 19.2597, 18.8096
O, 20.8029, 32.5314, 24.0932
O, 30.1044, 5.0602, 28.5301
O, 19.2427, 25.5614, 22.6347
O, 14.3916, 37.3354, 21.4133
O, -0.8653, -0.472, 14.5432
O, -9.3187, 11.0429, 28.0686
O, -3.5715, 17.1355, 13.1951
O, -6.0709, 47.3923, 27.7969
O, 23.347, 7.3365, 28.0971
O, 9.9225, 23.6517, 14.6013
O, -3.4226, 13.2948, 24.9838
O, 2.3129, 14.2696, 13.2817
O, 15.6989, 11.2004, 17.3137
O, 9.6868, 9.2188, 22.3889
O, 12.9782, 16.7853, 13.3907
O, 8.8259, 21.3262, 15.2813
O, -0.0128, 17.5719, 28.3376
O, 19.3768, 18.4619, 17.4909
O, 22.3225, 21.47, 13.2959
O, 6.3417, 36.4284, 24.4456
O, 15.5944, -5.6469, 25.0746
O, 17.7196, 17.9337, 11.5673
O, -13.8247, 10.9864, 29.8428
O, 21.5202, 16.7462, 17.8739
O, 12.0104, 24.6763, 26.1926
O, 3.4657, 14.2862, 24.6674
O, 14.4728, -9.9996, 18.1317
O, 14.8794, 15.3358, 22.2307
O, 4.7221, 25.5735, 28.3629
O, 44.6185, 33.5167, 26.5677
O, -10.0618, 3.7802, 26.2462
O, 0.4735, -12.5778, 11.2898
O, 1.4613, 6.9628, 24.8153
O, -0.2845, 9.7939, 17.9711
O, 13.59, 10.4781, 18.9223
O, -7.2665, 8.51, 13.4525
O, 7.0871, 21.8333, 22.1314
O, 20.4964, 12.4087, 17.6291
O, 5.0192, 14.5311, 11.3073
O, 18.063, 3.3835, 24.662
O, -5.5281, 16.9294, 22.0503
O, 18.9724, 6.0278, 26.0993
O, -1.4843, -1.6571, 21.6875
O, 15.6133, -22.0478, 16.1734
O, 13.8058, 19.0338, 27.9696
O, 10.1589, 11.6604, 12.3182
O, 15.479, 30.3474, 24.3827
O, 16.3777, 24.9108, 19.8688
O, 36.2254, 27.3147, 30.9785
O, 0.4267, 12.9364, 28.2056
O, -0.6809, 17.2645, 24.7123
O, 11.2173, 8.8147, 25.7971
O, 18.1, 22.4906, 14.7824
O, 18.5906, 1.3521, 15.4406
O, 18.6357, 12.1106, 27.1075
O, 4.4919, -3.6515, 27.3457
O, -1.3289, 20.7035, 18.1152
O, 5.4493, 32.5555, 24.0199
O, 12.2833, 15.1196, 18.3762
O, 29.8494, 0.5819, 28.9196
O, 32.8171, 26.1121, 27.139
O, -8.7055, 27.0432, 17.4102
O, 5.2754, 27.4493, 26.5813
O, -7.7739, 7.6397, 17.8074
O, 18.9203, 12.1003, 15.4439
O, 17.6389, 19.9832, 19.091
O, 13.5986, 9.5437, 24.933
O, 6.5242, 25.0255, 17.975
O, 8.1303, 26.3896, 20.2055
O, 0.7873, 6.169, 22.216
O, 24.9813, 34.9652, 12.8281
O, 17.1149, 33.3278, 14.7618
O, 3.7306, 25.349, 25.9489
O, 4.0735, 19.5962, 11.6577
O, 25.9393, 2.4511, 15.5458
O, -4.4661, 16.882, 30.6065
O, 20.7518, -9.3195, 15.5075
O, 21.5572, 1.9792, 13.9723
O, -0.8661, 5.8504, 20.1329
O, -2.9909, 30.111, 23.2096
O, -5.0008, 34.573, 16.9649
O, 3.6898, -9.9028, 11.2622
O, 19.1433, 0.6355, 11.2053
O, 8.0657, -16.3797, 20.6742
O, -3.0177, -2.6703, 25.559
O, 4.2791, 17.9046, 13.6039
O, 8.9073, -5.4918, 20.2759
O, 9.8469, -4.3295, 28.072
O, 4.919, 13.2437, 15.7336
O, 12.3061, 10.9178, 14.0487
O, -14.2363, 5.5012, 30.2364
O, 14.2896, 12.0063, 15.2834
O, 11.5131, 10.5717, 23.684
O, -0.918, 4.2384, 22.1379
O, 15.7124, -0.483, 21.7894
O, 6.0737, 7.3674, 10.2953
O, 6.8527, 34.3166, 12.7343
O, 16.541, 1.8227, 20.3016
O, 1.2634, 17.565, 20.4118
O, 6.1522, -0.1532, 13.3552

Results
free energy: -229398.520 eV
free energy less fixed offsets of O -568.88, Si -635.61 eV per atom: 13.410 eV

Forces (eV/angstrom), in the order of the atoms: element, x, y, z
Si, -0.0315, -0.0172, 0.0391
Si, 0.0032, 0.078, 0.0149
Si, 0.0212, -0.0007, 0.0448
Si, 0.0081, -0.0224, -0.0408
Si, -0.0142, 0.0176, -0.0045
Si, 0.0138, -0.0347, 0.0308
Si, -0.08, 0.0242, 0.1114
Si, 0.0431, 0.0303, -0.0055
Si, -0.0043, 0.0066, -0.0244
Si, -0.0091, -0.0623, 0.0093
Si, 0.0192, 0.0182, -0.0421
Si, -0.0052, -0.0367, -0.0539
Si, -0.0326, 0.0672, -0.0467
Si, 0.0016, -0.0867, -0.0182
Si, 0.0235, -0.0275, 0.0016
Si, 0.0346, 0.049, 0.0063
Si, -0.1072, -0.0766, 0.0237
Si, -0.0264, 0.0083, -0.0099
Si, 0.1505, -0.1831, -0.0586
Si, -0.0607, -0.0024, 0.0058
Si, -0.0138, 0.0386, -0.0103
Si, -0.0437, 0.1382, 0.0098
Si, -0.024, 0.0718, -0.0021
Si, 0.0255, 0.0526, 0.0058
Si, -0.0955, 0.2108, 0.6311
Si, 0.0977, -0.2579, 0.1431
Si, 0.0472, -0.0699, 0.2918
Si, 0.0062, 0.11, 0.2085
Si, -0.0665, -0.133, -0.2752
Si, -0.1344, 0.069, 0.0965
Si, 0.2922, -0.3878, 0.7827
Si, -0.0519, -0.1144, -0.7045
Si, 0.1161, 0.1301, -0.1078
Si, -0.0753, 0.3168, -0.2841
Si, -0.0304, 0.2306, -0.3592
Si, 0.1177, 0.1477, -0.2841
Si, -0.3224, -0.1906, -0.33
Si, -0.0001, -0.0317, 0.3734
Si, 0.2241, -0.1867, -0.3028
Si, -0.3476, 0.1988, 0.2866
Si, 0.2498, -0.1622, 0.0753
Si, 0.1226, -0.0913, -0.5891
Si, 0.0531, -0.1811, -0.0795
Si, -0.2474, 0.0423, 0.5466
Si, 0.1073, -0.1424, 0.3374
Si, -0.3052, 0.0028, -0.2954
Si, 0.2477, 0.3982, 0.2948
Si, 0.1099, 0.3132, -0.3217
Si, -0.1306, -0.1042, 0.0116
Si, 0.0025, 0.0242, -0.0267
Si, 0.083, -0.0591, -0.0015
Si, -0.1376, 0.089, 0.0238
Si, 0.0867, -0.0244, 0.0084
Si, 0.0625, -0.0457, 0.0413
Si, 0.0236, -0.0981, 0.0109
Si, -0.1069, 0.0183, -0.0052
Si, 0.0327, -0.0688, 0.0015
Si, -0.1137, 0.0102, 0.0142
Si, 0.108, 0.185, 0.0055
Si, 0.0115, 0.1229, 0.0468
Si, 0.0303, 0.026, -0.0212
Si, -0.0079, -0.0758, -0.0334
Si, -0.0229, 0, -0.0398
Si, 0.005, 0.0116, 0.0783
Si, 0.0022, 0.0074, 0.0125
Si, -0.0136, 0.0471, -0.0095
Si, 0.0489, -0.005, -0.0594
Si, -0.019, -0.0455, -0.0404
Si, -0.0142, -0.0101, -0.0134
Si, 0.0171, 0.057, -0.0223
Si, -0.0226, -0.0313, 0.0494
Si, 0.0055, 0.0286, 0.054
Si, -0.0487, 0.0222, 0.0464
Si, 0.1917, -0.0308, -0.0733
Si, -0.0122, -0.0099, -0.0079
Si, 0.0219, -0.012, -0.0254
Si, 0.0107, -0.0292, 0.0534
Si, 0.0179, -0.0521, -0.0463
Si, -0.0087, -0.0178, -0.0001
Si, -0.0029, 0.024, -0.0044
Si, 0.047, 0.032, -0.0797
Si, -0.0226, -0.0367, -0.0028
Si, -0.0176, 0.0353, -0.0096
Si, 0.0122, 0.0011, 0.0079
Si, -0.0175, -0.0646, 0.0558
Si, -0.0085, -0.0364, 0.0337
Si, 0.0497, 0.1288, -0.0212
Si, 0.0073, -0.0007, -0.0024
Si, -0.0503, -0.0353, 0.0252
Si, -0.0057, -0.0179, -0.0001
Si, -0.0415, 0.0521, 0.0313
Si, 0.0506, 0.0297, 0.0283
Si, 0.0125, 0.0185, 0.0113
Si, 0.0476, -0.038, -0.0305
Si, 0.0029, -0.0136, -0.0377
Si, 0.0541, 0.0978, -0.0238
Si, -0.0288, 0.0241, 0.0298
Si, 0.0358, -0.0348, -0.0303
Si, 0.0205, -0.0187, -0.0125
Si, -0.0465, 0.0216, -0.0193
Si, -0.021, -0.0055, 0.0104
Si, -0.0115, 0.0079, -0.01
Si, -0.0088, -0.0162, -0.0501
Si, -0.0195, -0.0493, -0.0407
Si, 0.0132, 0.0105, -0.0324
Si, -0.0124, -0.0484, 0.0138
Si, 0.0085, 0.0125, -0.058
Si, 0.0396, 0.0106, -0.002
Si, -0.0006, -0.0142, -0.0295
Si, 0.0163, 0.0421, 0.0276
Si, -0.0082, -0.0103, 0.0032
Si, -0.0025, -0.0078, 0.0138
Si, 0.0094, -0.015, -0.0122
Si, 0.0194, -0.0128, 0.0155
Si, -0.0175, 0.002, 0.0447
Si, -0.0048, -0.0189, -0.0769
Si, -0.0044, -0.0236, 0.0005
Si, -0.0209, 0.0045, 0.0132
Si, -0.0093, 0.022, 0.0009
Si, 0.014, -0.0254, 0.0379
Si, -0.0047, -0.0187, 0.0381
Si, -0.0003, 0.0119, -0.0002
Si, 0.005, -0.0008, -0.0045
Si, -0.0012, -0.0085, -0.002
Si, -0.0114, 0.0043, 0.021
Si, 0.0018, -0.0079, -0.0145
Si, -0.001, -0.004, -0.0118
Si, -0.0001, -0.0235, 0.0431
Si, 0.0099, -0.0109, -0.0006
Si, -0.0013, 0.0065, -0.0107
Si, -0.0017, 0.0091, 0.0043
Si, 0.0049, 0.0064, -0.0056
Si, -0.011, -0.0127, -0.003
Si, -0.0106, 0.0028, -0.0002
Si, -0.0061, 0.0076, -0.0156
Si, 0.006, -0.0177, -0.0143
Si, -0.0179, 0.008, 0.0148
Si, -0.009, 0.0098, -0.0056
Si, 0.0314, -0.0063, -0.0106
Si, 0.2464, -0.1325, 0.0034
Si, -0.0103, -0.0108, 0.0219
Si, 0.0006, -0.0126, 0.0051
Si, -0.0004, 0.0008, -0.0214
Si, -0.0196, -0.0053, -0.0024
Si, -0.0408, 0.01, -0.033
Si, 0.0044, 0.0671, -0.0402
Si, 0.0186, 0.0369, 0.0073
Si, -0.0245, -0.0198, 0.0056
Si, -0.0396, -0.0332, -0.0159
Si, -0.0452, -0.0052, -0.0268
Si, -0.0079, -0.0307, 0.0161
Si, -0.1251, 0.0379, -0.2713
Si, 0.0412, -0.0018, -0.0225
Si, 0.0316, 0.0047, -0.0551
Si, 0.049, 0.0384, -0.0651
Si, 0.0119, 0.0048, -0.0357
Si, 0.0591, 0.0064, -0.0249
Si, 0.0286, 0.0024, -0.0129
Si, 0.0712, 0.0106, 0.0723
Si, -0.0355, -0.0069, -0.0401
Si, 0.2796, 0.1745, 0.6224
Si, 0.0077, 0.04, -0.015
Si, -0.0315, -0.0126, -0.0129
Si, -0.106, 0.0071, -0.036
Si, 0.0013, 0.003, 0.0227
Si, -0.0224, -0.026, 0.0157
Si, 0.0015, 0.0241, 0.009
Si, 0.0143, -0.0101, -0.0093
Si, -0.021, -0.0416, -0.0118
Si, -0.0455, -0.0396, 0.0709
Si, -0.0695, 0.0604, -0.0063
Si, 0.0159, 0.0194, 0.0126
Si, 0.0208, 0.0347, -0.0018
Si, 0.0163, -0.0961, -0.0777
Si, 0.0755, 0.0306, 0.0117
Si, 0.0133, -0.0289, 0.0133
Si, 0.0088, 0.0312, 0.0482
Si, -0.0721, -0.0365, -0.04
Si, 0.0934, 0.0281, -0.0057
Si, 0.0327, 0.0158, 0.1524
Si, -0.0019, -0.0584, -0.0493
Si, 0.0383, -0.0451, 0.0759
Si, -0.0322, -0.0181, -0.0228
Si, -0.0199, -0.0204, 0.0104
Si, 0.0191, -0.0339, 0.0831
Si, 0.0174, -0.0548, 0.0614
Si, 0.0465, 0.0035, 0.0544
Si, -0.0177, 0.0439, 0.0173
Si, -0.0082, 0.0205, -0.0145
Si, -0.0367, -0.0223, 0.0251
Si, 0.0005, 0.0224, 0.0486
Si, 0.0489, 0.0249, 0.0813
O, -0.0354, 0.0218, 0.0303
O, 0.0148, -0.0211, 0.0001
O, 0.0017, 0.003, -0.0085
O, 0.0088, -0.0067, -0.0083
O, -0.0128, -0.0053, -0.015
O, -0.0404, 0.0105, -0.068
O, 0.004, 0.0124, 0.005
O, -0.017, -0.0161, 0.0349
O, -0.0025, 0.0198, 0.0199
O, 0.0043, -0.0172, -0.0046
O, 0.0198, 0.0135, -0.0268
O, 0.0226, 0.0065, 0.0187
O, 0.015, 0.0252, 0.0111
O, 0.0179, 0.0076, -0.0318
O, -0.2413, 0.0513, -0.0281
O, -0.0124, 0.0045, 0.0099
O, -0.0174, 0.02, -0.0236
O, 0.0068, 0.0594, 0.0308
O, 0.0117, -0.0182, 0.0226
O, 0.0263, 0.0207, -0.0677
O, 0.0126, -0.0242, 0.012
O, 0.002, -0.0069, 0.0005
O, -0.0234, -0.0187, 0.018
O, -0.0268, 0.0207, -0.037
Si, 0.0622, -0.0031, 0.0149
Si, -0.0253, 0.0275, 0.0275
Si, 0.0068, -0.0809, -0.0295
Si, 0.0089, 0.0258, -0.0026
Si, -0.0004, -0.0207, 0.0338
Si, 0.0029, -0.0007, -0.0232
Si, -0.0256, -0.0127, -0.0717
Si, -0.0189, -0.0314, 0.0055
Si, 0.0046, 0.0176, -0.1339
Si, -0.0001, 0.0355, -0.0182
Si, -0.0218, -0.0502, 0.0218
Si, -0.026, 0.0208, 0.0489
Si, 0.0115, 0.0128, -0.0052
Si, -0.0047, -0.01, 0.0091
Si, 0.0032, 0.0162, -0.0194
Si, -0.0037, -0.0131, -0.0092
Si, 0.0195, -0.03, 0.046
Si, 0.0045, 0.0435, 0.0009
Si, -0.02, 0.0356, 0.0769
Si, -0.0402, -0.0083, 0.028
Si, -0.0044, 0.037, -0.0012
Si, -0.0191, -0.0073, 0.0127
Si, -0.0151, 0.1663, 0.0972
Si, -0.049, 0.0145, -0.1322
Si, -0.0072, 0.0241, 0.0365
Si, -0.0054, 0.0315, -0.026
Si, -0.0087, -0.0542, -0.0728
Si, 0.0741, 0.0928, 0.0456
Si, -0.0197, -0.0006, -0.0064
Si, -0.0099, 0.0042, -0.0021
Si, 0.0131, 0.0182, 0.0301
Si, 0.0018, -0.0268, -0.0026
Si, -0.0222, 0.0679, 0.0985
Si, -0.0092, -0.0415, 0.014
Si, -0.0371, 0.0157, 0.039
Si, 0.0254, -0.0012, 0.0488
Si, 0.0302, -0.0008, -0.0103
Si, -0.0275, -0.0105, 0.046
Si, -0.0133, 0.0008, 0.0001
Si, 0.0721, -0.0089, 0.0282
Si, -0.0378, -0.0092, 0.0028
Si, -0.0515, 0.0022, -0.067
Si, 0.0069, -0.0308, -0.0097
Si, -0.0331, -0.0197, 0.023
Si, -0.0008, 0.0385, -0.02
Si, -0.0073, -0.0325, -0.0013
Si, -0.023, -0.0161, -0.0272
Si, 0.0147, 0.0023, -0.0226
Si, -0.2877, -0.2787, -0.2527
O, -0.026, -0.0577, 0.0098
O, 0.0064, 0.0137, -0.0095
O, 0.0082, 0.0053, 0.0178
O, -0.0185, -0.0266, 0.008
O, 0.0313, -0.0533, -0.0589
O, -0.0054, -0.0259, 0.0169
O, -0.0139, 0.0011, -0.0059
O, -0.0034, -0.0038, 0.0001
O, -0.0373, -0.0309, -0.0073
O, 0.0257, -0.0553, 0.0081
O, -0.0054, -0.0007, -0.0029
O, 0.0431, -0.0398, 0.0452
O, -0.0103, 0.0195, 0.0138
O, 0.0162, 0.0166, -0.0091
O, 0.0008, -0.0177, -0.0226
O, 0.0061, 0.0065, 0.0016
O, -0.0289, 0.0208, -0.0677
O, 0.0027, -0.0146, 0.0005
O, 0.0572, -0.0241, 0.0323
O, -0.0031, -0.0166, -0.0203
O, 0.006, -0.0114, 0.0106
O, -0.0278, -0.0289, -0.0669
O, 0.0249, 0.0042, 0.0208
O, 0.0065, 0.0124, -0.0006
O, -0.0406, -0.0087, -0.0494
O, -0.0212, 0.0032, -0.0098
O, 0.0086, -0.0164, 0.0128
O, -0.0053, -0.0391, -0.0092
O, 0.0204, -0.0233, -0.0832
O, 0.023, 0.0074, 0.0224
O, -0.0534, -0.0059, 0.0301
O, 0.0638, -0.0109, -0.0041
O, 0.0096, 0.0205, 0.0299
O, 0.0021, -0.0129, 0.01
O, 0.0027, -0.003, -0.0067
O, 0.0142, -0.0103, -0.0014
O, 0.004, -0.0051, -0.0008
O, -0.0043, 0.0069, 0.0125
O, 0.0492, 0.0143, -0.044
O, 0.0057, 0.0008, -0.0112
O, 0.0031, 0.0019, 0.027
O, -0.0229, 0.0421, -0.007
O, -0.0106, 0.0238, 0.0246
O, -0.0185, 0.0247, 0.0133
O, 0.014, -0.0002, 0.0378
O, 0.0318, -0.0199, -0.017
O, 0.0005, 0.0246, -0.0092
O, 0.0017, -0.0063, 0.0048
O, 0.0278, -0.0425, -0.0165
O, -0.0014, 0.0016, -0.0024
O, 0.0106, -0.0149, 0.0188
O, -0.0155, -0.0052, 0.0161
O, -0.0046, 0.0101, -0.0089
O, 0.0036, 0.0186, 0.0044
O, -0.0117, 0.0163, 0.0212
O, 0.0026, -0.0439, -0.0781
O, -0.0005, -0.0255, -0.0109
O, -0.0019, 0.0022, 0.0082
O, -0.0302, -0.0122, -0.0219
O, 0.0085, -0.0016, -0.018
O, 0.0076, -0.0116, -0.0037
O, -0.0008, 0.0094, -0.0137
O, -0.0245, -0.0151, -0.0318
O, -0.0039, -0.035, -0.0161
O, -0.0259, 0.0522, -0.0012
O, 0.0025, -0.003, 0.0137
O, -0.0377, -0.029, 0.0089
O, 0.0081, -0.0716, 0.0214
O, 0.0035, 0.0002, 0.0034
O, -0.0283, -0.0247, 0.028
O, 0.0071, 0.0119, 0.0059
O, 0.0014, 0.002, 0.0211
O, 0.002, -0.0144, -0.0075
O, 0.0706, -0.0108, -0.0207
O, -0.0029, -0.0133, 0.0128
O, -0.0237, 0.0263, -0.0264
O, -0.0062, -0.0069, 0.0066
O, 0.0282, -0.0054, -0.015
O, 0.0033, 0.0034, -0.0074
O, 0.0084, 0.0026, 0.0129
O, -0.0446, -0.0101, -0.0693
O, 0.0246, 0.0408, -0.0215
O, 0.011, 0.0097, -0.0129
O, -0.0312, 0.0678, 0.0793
O, -0.0059, 0.0007, 0.0091
O, 0.0449, 0.0267, -0.0486
O, 0.0047, 0.0001, -0.07
O, -0.0011, 0.068, 0.0051
O, 0.0179, -0.0238, 0.0358
O, -0.0091, -0.0068, -0.0096
O, 0.0136, 0.0233, -0.0232
O, 0.0208, -0.0103, 0.0055
O, -0.0261, -0.0216, -0.0005
O, -0.0042, 0.0235, -0.0057
O, -0.0038, 0.0201, -0.0069
O, 0.0065, -0.0245, 0.045
O, -0.0064, 0.0107, 0.0186
O, 0.0295, 0.0043, -0.0147
O, 0.0337, -0.0076, -0.0038
O, -0.0539, 0.0013, -0.0169
O, -0.006, -0.0284, -0.0207
O, 0.0376, 0.0158, 0.0127
O, 0.0102, -0.0049, 0.0183
O, 0.0032, 0.0107, 0.028
O, -0.0011, 0.0172, -0.0093
O, -0.058, 0.0619, -0.0568
O, 0.0173, 0.0052, 0.0855
O, -0.005, -0.0144, 0.0014
O, -0.0078, -0.0093, 0.0043
O, 0.0008, -0.0257, -0.0944

The program warned: the cutoff lies below the one the program advises for these potential files; the exchange-correlation potential is rough where the density is thin.
